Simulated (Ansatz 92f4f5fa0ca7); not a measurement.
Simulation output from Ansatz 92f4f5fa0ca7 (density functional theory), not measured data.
Periodic cell of 225 atoms, Si132O91As2, from a study of silicon, its oxide and their interface. The atomic structure is a simulated model.
Doubt: the cutoff is far below the 930 eV that the study's wrapper takes by default for these files, so forces and energies are approximate.
This geometry differs little from another in the collection (a relaxation step or a small displacement).

Settings
functional: PBE
potential files: Ansatz PAW
basis: plane waves
wave-function cutoff: 580 eV
density cutoff ratio: 5
exchange-correlation grid ratio: 1
k mesh: 1 x 1 x 1, Gamma-centred
self-consistency stop: 5e-08 eV per atom in the density residual
occupations: fixed
spin: none
net charge: 0

Cell vectors (angstrom)
a	10.938	0	0
b	0	10.938	0
c	0	0	31.9494

Atoms: element, x, y, z (angstrom)
Si	10.6335	0.0026	24.4273
Si	5.0831	0.1272	24.6704
Si	2.8317	2.2959	24.5412
Si	8.5768	2.4366	24.5744
Si	10.7154	5.59	24.3408
Si	5.1657	5.616	24.4577
Si	2.9962	7.9545	24.4164
Si	8.4262	7.8322	24.4274
Si	1.2998	1.1337	25.8468
Si	6.8211	1.3286	25.7481
Si	3.9947	4.0128	25.7411
Si	9.6941	4.0269	25.8565
Si	1.3452	6.7939	25.6765
Si	6.8118	6.7229	25.7586
Si	4.0084	9.4701	25.9618
Si	9.4898	9.4435	25.8109
Si	2.642	-0.1324	27.2943
Si	8.1432	-0.0669	27.1534
Si	0.0819	2.6583	27.2126
Si	5.458	2.7207	27.1209
Si	2.6719	5.4158	27.1164
Si	8.1966	5.3684	27.1417
Si	0.0155	8.1499	27.1368
Si	5.5171	8.1431	27.1843
Si	4.0886	1.3296	28.5043
Si	9.5456	1.3264	28.5066
Si	1.3902	4.0661	28.5692
Si	6.8138	4.0605	28.5332
Si	4.0886	6.779	28.4906
Si	9.5596	6.7828	28.4893
Si	1.297	9.4799	28.6276
Si	6.8286	9.5333	28.5694
Si	-0.028	-0.0051	29.9165
Si	5.4647	-0.0061	29.8987
Si	2.7663	2.7138	29.907
Si	8.2017	2.7166	29.8904
Si	-0.0008	5.4543	29.8928
Si	5.4647	5.4546	29.8914
Si	2.7551	8.1592	29.9075
Si	8.2277	8.1768	29.8932
Si	1.3673	1.3673	31.2657
Si	6.8362	1.3673	31.2657
Si	4.1018	4.1018	31.2657
Si	9.5708	4.1018	31.2657
Si	1.3673	6.8362	31.2657
Si	6.8362	6.8362	31.2657
Si	4.1018	9.5708	31.2657
Si	9.5708	9.5708	31.2657
Si	2.7345	0	0.6835
Si	8.2035	0	0.6835
Si	0	2.7345	0.6835
Si	5.469	2.7345	0.6835
Si	2.7345	5.469	0.6835
Si	8.2035	5.469	0.6835
Si	0	8.2035	0.6835
Si	5.469	8.2035	0.6835
Si	4.0827	1.3853	2.0641
Si	9.5864	1.3569	2.0401
Si	1.3603	4.1243	2.0576
Si	6.815	4.1422	2.039
Si	4.0942	6.8416	2.0401
Si	9.5651	6.8523	2.0577
Si	1.3625	9.5981	2.0531
Si	6.8314	9.6151	2.0475
Si	0.0255	0.0368	3.4591
Si	5.4758	0.0467	3.4279
Si	2.7166	2.7708	3.4425
Si	8.235	2.7897	3.3239
Si	0.0252	5.5217	3.4328
Si	5.4673	5.5243	3.437
Si	2.7472	8.2363	3.3837
Si	8.2368	8.292	3.4027
Si	1.3413	1.4389	4.8664
Si	6.8779	1.4897	4.7027
Si	4.0769	4.1511	4.7994
Si	9.5757	4.1207	4.7299
Si	1.3704	6.9471	4.7966
Si	6.8213	7.0001	4.7414
Si	4.1067	9.5805	4.7639
Si	9.6366	9.5954	4.8485
Si	2.7662	0.01	6.1148
Si	8.2537	0.1418	6.0437
Si	-0.0806	2.8157	6.253
Si	5.5375	2.8309	6.1207
Si	2.7155	5.5754	6.1405
Si	8.2613	5.6267	5.9487
Si	0.1106	8.2926	6.3195
Si	5.482	8.3189	6.2301
Si	4.4052	1.1706	7.3529
As	9.7304	1.1352	7.7014
Si	1.1275	4.471	7.4948
Si	6.6571	4.5907	7.2717
Si	4.2731	6.7192	7.5356
Si	9.7555	6.6461	7.4855
As	1.2701	10.0127	7.8175
Si	6.718	9.9805	7.4313
O	9.5902	1.239	23.9899
O	4.112	6.8038	23.9527
O	4.0198	1.242	24.0367
O	9.5455	6.7046	23.9035
O	-0.0426	5.5438	8.0113
O	5.5475	0.112	7.9272
O	5.4767	5.6199	7.7874
O	7.5438	4.3022	8.6148
O	8.7832	7.1096	8.7506
O	2.4938	9.4935	9.1005
O	8.3546	1.785	8.7654
O	7.6188	9.4915	8.7275
O	3.5996	1.8254	8.6205
O	3.6417	7.135	9.017
O	1.9952	3.9559	8.8067
O	8.147	3.4917	23.3736
O	0.4578	4.9365	22.958
O	1.9112	2.749	23.2562
O	5.8383	4.9106	23.1243
O	5.5305	9.989	23.5118
O	2.4543	8.692	23.0336
O	0.1966	10.0649	23.0969
O	7.7947	8.574	23.0859
Si	8.6709	7.6878	18.4567
Si	8.8222	6.3464	13.6122
Si	3.8161	1.5478	14.7529
Si	2.143	5.7404	17.6457
Si	2.4222	3.1372	19.5024
Si	9.8737	9.039	12.0842
Si	1.3388	9.418	22.09
Si	9.2255	0.9682	13.2393
Si	1.4123	5.0582	13.0388
Si	1.8451	8.2439	12.8371
Si	6.6582	9.551	22.4384
Si	4.5423	4.6073	15.7423
Si	8.0822	3.1455	9.6047
Si	0.8497	8.2396	19.2788
Si	6.9606	1.348	21.1062
Si	8.2831	8.3539	9.6894
Si	10.9026	5.1888	15.6153
Si	7.595	9.5038	16.3451
Si	9.9414	2.055	20.3153
Si	3.3637	8.451	9.983
Si	6.7099	3.3365	17.4275
Si	1.1739	0.2044	19.8169
Si	3.2055	2.8165	12.3261
Si	7.2314	5.383	19.6979
Si	5.8683	8.6857	11.6126
Si	5.8033	6.1154	13.2653
Si	4.6581	9.7	17.6472
Si	1.0305	3.5991	22.1852
Si	4.9069	1.4796	18.8157
Si	3.1494	3.0776	9.5402
Si	6.4999	10.8532	13.8234
Si	10.3856	0.1126	16.0088
Si	5.5812	3.7392	11.1953
Si	9.8576	3.8762	11.8953
Si	2.3757	9.9187	15.5724
Si	6.0908	8.1094	19.8184
Si	6.9441	3.9711	22.3868
Si	9.7689	2.7735	17.3887
O	7.2435	6.3598	14.0002
O	1.8868	7.0499	18.6939
O	10.2945	4.0335	16.5449
O	6.1932	9.9622	17.0863
O	10.2031	0.699	14.5055
O	8.4562	6.1042	18.866
O	5.2045	0.7158	14.4395
O	5.7265	2.0473	17.5339
O	8.3576	1.9396	20.5695
O	1.9892	4.289	18.4149
O	6.906	2.9274	10.718
O	4.8385	2.7437	12.2497
O	6.0475	4.3897	16.3714
O	4.483	3.9639	9.9693
O	10.6997	2.768	21.5744
O	9.749	6.1398	14.9526
O	6.0201	6.4738	19.8553
O	4.0957	0.161	18.3041
O	9.3051	10.5522	12.3211
O	2.8444	4.3645	12.7296
O	1.9203	10.7002	21.224
O	4.001	2.7187	19.3933
O	0.7662	10.0402	16.002
O	1.2833	9.797	18.8528
O	1.7214	1.6574	19.2863
O	8.9731	10.3846	16.529
O	4.8916	8.5713	18.8092
O	9.6392	8.8155	10.4784
O	6.7602	4.0701	18.8787
O	2.8366	1.7181	13.4418
O	5.8375	8.7617	21.2803
O	2.5085	2.4399	10.905
O	7.6334	4.8457	21.1871
O	5.2979	7.5616	12.6708
O	0.5018	9.0709	12.4672
O	7.6404	1.0829	13.6365
O	7.1341	9.6524	14.7762
O	8.9768	5.0285	12.6487
O	8.1088	8.0342	16.9297
O	6.2224	2.5722	21.9151
O	2.4815	9.0589	14.1425
O	0.4276	4.5043	11.8579
O	0.8226	8.3111	20.9504
O	9.422	3.7057	10.3389
O	9.7128	2.3867	12.5803
O	7.6364	8.5488	19.4153
O	2.6761	8.1254	11.4362
O	3.9917	3.0696	15.3938
O	0.8332	4.4638	14.443
O	10.0617	3.0018	18.9805
O	9.2095	7.7929	12.9341
O	10.5216	0.5339	20.0924
O	5.9447	5.1269	11.9612
O	8.1684	2.7298	17.0372
O	3.5521	5.4771	16.7689
O	4.8143	9.0662	10.4241
O	1.5223	6.6761	13.2124
O	4.7743	5.529	14.4001
O	2.0557	3.8507	20.932
O	10.5742	1.409	16.986
O	0.9638	6.0577	16.5583
O	7.344	10.9476	21.9484
O	5.9421	0.9114	19.9316
O	6.1599	10.0812	12.4197
O	2.8916	0.5378	15.6288
O	7.1736	8.02	10.8521
O	10.2549	8.0061	18.7061
O	3.4754	9.1871	16.6009

Results
free energy: -145378.631 eV
free energy less fixed offsets of As -4856.12, O -568.88, Si -635.61 eV per atom: 2.209 eV

Forces (eV/angstrom), in the order of the atoms: element, x, y, z
Si	-0.0005	-0.0002	0.003
Si	0.0003	0.0021	0.0019
Si	0.0013	0.0007	0.0023
Si	0.0002	-0.0014	0.0011
Si	0	0.0012	0.0018
Si	-0.0019	-0.0009	0.0015
Si	0.0002	-0.001	0.0004
Si	0.0013	0.0005	0.0024
Si	0.001	0.0003	-0.0002
Si	0	-0.0001	-0.0002
Si	0.001	0.0003	-0.001
Si	0.0009	0.0004	-0.0004
Si	-0.0002	0.0002	-0.0002
Si	0.0004	0.0004	-0.0012
Si	-0.0006	0.0016	0.001
Si	-0.0007	0.0008	-0.001
Si	-0.0014	-0.0022	0.0016
Si	-0.0012	-0.0015	-0.0009
Si	0.0009	-0.0001	0.0012
Si	0.0003	-0.0001	-0.0015
Si	-0.001	-0.0018	-0.0013
Si	-0.0014	-0.0017	0.0007
Si	0.0006	-0.0002	-0.0006
Si	0.0008	0.0004	0.0012
Si	-0.0013	-0.0021	0.0012
Si	0.0003	0.0011	0.0011
Si	-0.0039	0.0005	-0.0026
Si	0.0004	-0.0001	-0.0007
Si	-0.0003	0.0024	0.0025
Si	-0.001	0.0002	0.0032
Si	0.0031	0.0025	-0.008
Si	-0.0008	0.0003	-0.0028
Si	-0.0007	0.0037	0.0012
Si	-0.0009	0.0007	0.0014
Si	0.0008	-0.0039	0.0009
Si	0.0024	0.0003	0.001
Si	0.0016	0.0008	0.0012
Si	0.0012	0.0012	-0.0003
Si	0.0037	-0.0025	0.0024
Si	0.0009	-0.0025	-0.0001
Si	0.0605	0.0012	-0.0731
Si	0.0438	-0.0466	-0.0002
Si	0.0982	-0.0821	0.0668
Si	-0.0536	-0.1042	-0.0582
Si	0.0123	-0.1868	0.0499
Si	0.0585	-0.0324	-0.1279
Si	-0.0095	-0.0486	-0.0139
Si	-0.1362	-0.1256	0.1365
Si	-0.055	0.061	-0.0047
Si	-0.0235	0.0501	-0.1368
Si	0.074	0.0616	0.0192
Si	-0.1063	0.1372	0.0877
Si	-0.0491	-0.079	-0.049
Si	-0.0737	0.1553	-0.0394
Si	0.0211	0.1471	0.0638
Si	0.1001	0.1001	0.0755
Si	-0.0017	-0.0035	0.0004
Si	0.003	0.0002	-0.0059
Si	-0.0073	0	0.0011
Si	-0.0009	0.0018	-0.0064
Si	0.0018	0.0009	-0.0029
Si	0.0059	-0.003	0.0001
Si	-0.0031	-0.0002	-0.0081
Si	-0.0038	0.0036	0.0007
Si	0.0014	-0.0017	0.0057
Si	0.004	0.0013	-0.0023
Si	0.0033	-0.0006	0.0033
Si	-0.0044	-0.0018	0.0096
Si	-0.0033	0.0009	-0.0072
Si	-0.001	-0.0016	-0.0007
Si	0.0017	0.0018	0.0058
Si	0.0003	-0.0029	0.0026
Si	0.0021	0.0012	-0.006
Si	-0.0071	0.007	-0.0089
Si	-0.0011	-0.0021	-0.0003
Si	0.0059	0.0021	-0.0037
Si	-0.0002	-0.0051	0.001
Si	0.0018	0.0057	-0.0044
Si	0.009	-0.0086	-0.0109
Si	-0.0025	0.0041	-0.0044
Si	-0.011	0.0041	0.0147
Si	0.0072	-0.002	0.0157
Si	-0.0029	0.0078	0.0068
Si	0.0022	0.0033	-0.0029
Si	-0.0038	0.0012	-0.0038
Si	0.0049	-0.0026	-0.0008
Si	0.0042	-0.0105	0.0032
Si	-0.0001	0.0048	0.0023
Si	0.0032	0.0043	0.0093
As	0.0029	-0.0146	-0.0061
Si	-0.007	-0.0015	-0.0085
Si	-0.0002	-0.0154	0.0121
Si	-0.0087	0.0023	0.0049
Si	0.0022	-0.0027	0.0005
As	-0.0075	0.0256	0.0041
Si	0.0043	-0.0013	-0.0034
O	0.0004	0.0011	-0.0015
O	0.0007	0.0005	-0.0008
O	-0.0004	-0.0012	-0.0016
O	0.0002	-0.001	-0.0013
O	0.0011	0.0009	0.0082
O	-0.0038	-0.0047	-0.0038
O	0.0091	0.0043	-0.0007
O	0.0022	-0.0078	0.0033
O	-0.0018	0.0025	0.0015
O	-0.0023	-0.0021	-0.0076
O	-0.001	0.0018	0.0024
O	-0.0014	0.003	0.0005
O	0.0012	-0.0064	-0.0025
O	-0.0027	0.0056	0.0038
O	0.0034	-0.0024	0.0031
O	0.0004	-0.0001	-0.0005
O	0.0002	-0.0003	-0.0009
O	0	-0.0005	-0.0009
O	0.0005	-0.0001	-0.001
O	-0.0008	0.0002	0.0002
O	0.0001	0.0001	-0.0005
O	0.0007	-0.0005	-0.0016
O	-0.0003	0.0003	-0.0013
Si	0.0003	-0.0001	0.0018
Si	0.0004	-0.0009	0.0013
Si	0	0.0002	0.0021
Si	0.0001	-0.0001	0.002
Si	0.0003	-0.0001	0.0014
Si	-0.0007	0.0004	0.0011
Si	-0.0002	0	0.0019
Si	0.0003	0.0005	0.0014
Si	-0.0001	-0.0012	0.0011
Si	-0.0003	0.0002	0.0012
Si	0.0008	-0.0005	0.0014
Si	0.0004	-0.0003	0.0021
Si	-0.0035	0.0069	-0.014
Si	0.0002	-0.0001	0.0016
Si	0.0002	0.0001	0.0013
Si	-0.0021	-0.0025	-0.003
Si	0.0002	-0.0004	0.002
Si	0.0004	0	0.0024
Si	0.0002	0	0.0015
Si	0.0086	-0.0164	0.0011
Si	0.0002	-0.0001	0.0019
Si	0.0004	-0.0001	0.0014
Si	0.0014	-0.0002	0.0005
Si	0.0003	0	0.0013
Si	0.0015	-0.0008	0.0001
Si	0.0005	-0.0012	0.0003
Si	0.0003	0	0.0021
Si	0	-0.0001	0.0018
Si	0.0001	-0.0001	0.0014
Si	0.0023	0.0033	0.0006
Si	0.0006	0.0004	0.0025
Si	0.0002	0.0002	0.0022
Si	0.0013	0.0002	-0.0005
Si	-0.0011	0	-0.001
Si	0.0004	0.0005	0.0026
Si	0.0002	0	0.0014
Si	-0.0002	0	0.0018
Si	0.0003	0	0.0018
O	-0.0002	0.0002	-0.0004
O	0.0002	0	-0.0006
O	0.0001	0.0001	-0.0008
O	0.0002	0	-0.0009
O	0.0004	-0.0003	-0.0006
O	0.0002	-0.0001	-0.0006
O	0.0007	-0.0003	-0.0008
O	0.0003	-0.0001	-0.0007
O	0.0002	-0.0002	-0.0004
O	0.0003	-0.0001	-0.0008
O	-0.0018	-0.0009	0.0028
O	-0.0003	0.0002	-0.0001
O	0.0003	0	-0.0007
O	-0.0014	-0.0013	-0.0008
O	0.0001	-0.0001	-0.0005
O	0.0003	0.0001	-0.0005
O	0.0002	0	-0.0005
O	0.0004	-0.0001	-0.0008
O	0.0002	-0.0009	-0.0002
O	0.0002	0.0001	-0.0005
O	0.0002	-0.0001	-0.0006
O	0.0002	-0.0001	-0.0005
O	0.0003	-0.0002	-0.0009
O	0.0003	0	-0.0007
O	0.0002	-0.0001	-0.0006
O	0.0002	0	-0.0009
O	0.0003	-0.0001	-0.0007
O	0.0015	0.0009	0.0003
O	0.0003	-0.0001	-0.0006
O	0.0002	0.0001	-0.0008
O	0.0002	0	-0.0006
O	0.0002	-0.0008	-0.0011
O	0.0003	0	-0.0006
O	0.0004	0.0007	-0.0002
O	0.0014	-0.0009	-0.0003
O	-0.0003	-0.0002	-0.0005
O	0.0003	0	-0.0012
O	0.0003	0.0007	0.0007
O	0.0002	-0.0001	-0.0009
O	0.0002	-0.0001	-0.0006
O	0.0004	-0.0003	-0.0013
O	0.0011	0.0005	0.0007
O	0.0003	-0.0001	-0.0006
O	0.0033	0.0009	0.0024
O	0.0001	-0.0002	-0.0001
O	0.0002	-0.0001	-0.0006
O	0.0004	0.0023	-0.001
O	0.0004	0.0001	-0.0008
O	0.0002	0.0003	-0.0006
O	0.0001	-0.0001	-0.0007
O	0.0005	0.0003	-0.0008
O	0.0002	-0.0001	-0.0006
O	0.0002	0.0012	0.0012
O	0.0003	-0.0001	-0.0008
O	0.0003	0	-0.0009
O	0.0005	0.0016	0.0016
O	0.0007	0.0008	-0.0008
O	0.0001	0.0001	-0.0005
O	0.0003	0	-0.0007
O	0.0004	0	-0.0009
O	0.0003	0.0001	-0.0007
O	0	0	-0.0005
O	0.0002	-0.0002	-0.0004
O	0.0002	0	-0.0005
O	0.0004	-0.0003	-0.001
O	-0.0013	0.0005	0.0018
O	0.0003	-0.0001	-0.0006
O	0.0003	-0.0002	-0.0011

The program warned: the cutoff lies below the one the program advises for these potential files; the forces do not sum to zero within the program's tolerance; the exchange-correlation potential is rough where the density is thin.
